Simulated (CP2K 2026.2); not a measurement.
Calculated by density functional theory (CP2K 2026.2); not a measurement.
Periodic cell of 504 atoms, Si360O144, from a study of silicon, its oxide and their interface. The atomic structure is a simulated model.
Doubt: the forces sum to 0.59 eV/angstrom along one axis rather than to zero, so they err by at least 0.0012 eV/angstrom per atom on average; the grid cutoff is modest.

Settings
functional: PBE
method: Gaussian and plane waves
basis set: DZVP-MOLOPT-SR-GTH
pseudopotentials: GTH-PBE
grid cutoff: 350 Ry, relative cutoff 50 Ry
k points: Gamma only
occupations: fixed
spin: none
net charge: 0

Cell vectors (angstrom)
a 16.32 0 0
b 0 16.32 0
c 5.7933 3.0709 33.4727

Atoms and the computed forces on them: element, x, y, z (angstrom), force x, y, z (eV/angstrom)
Si 0.897 15.09 0.203 0.193 0.178 0.62
Si 3.766 1.646 0.02 0.153 -0.145 0.767
Si 1.676 3.904 0.246 -0.159 -0.092 0.69
Si 4.237 6.695 0.203 -0.204 -0.007 0.704
Si 1.001 10.067 0.024 0.017 -0.189 0.647
Si 4.328 12.092 0.076 -0.136 0.032 0.72
Si 6.973 14.733 0.038 -0.017 0.213 0.705
Si 9.797 1.437 0.126 -0.277 -0.114 0.656
Si 6.414 4.481 0.058 0.157 -0.192 0.779
Si 9.854 6.573 0.037 -0.223 0.08 0.726
Si 12.111 12.713 33.367 0.304 -0.034 0.656
Si 14.897 15.463 33.322 0.302 -0.147 0.727
Si 12.788 14.279 0.029 -0.154 0.134 0.775
Si 20.903 4.112 33.342 -0.107 0.189 0.658
Si 11.998 4.288 0.134 0.263 -0.024 0.748
Si 20.595 10.132 33.438 0.192 -0.149 0.772
Si 12.551 9.241 0.013 -0.13 0.136 0.76
Si 15.042 12.174 0.415 -0.006 -0.048 0.484
Si 2.639 16.304 1.276 -0.018 0.007 -0.055
Si 5.383 2.777 1.341 0.001 -0.001 -0.044
Si 2.8 5.434 1.562 -0.01 -0.025 -0.029
Si 5.386 8.216 1.498 -0.013 0.001 -0.045
Si 2.665 11.029 1.375 0.032 -0.012 -0.032
Si 5.494 13.583 1.433 0.024 0.008 -0.025
Si 8.242 16.334 1.23 -0.005 0.026 -0.022
Si 10.922 2.803 1.575 0.021 0.014 -0.026
Si 8.134 5.521 1.296 0.006 -0.014 -0.017
Si 10.955 8.145 1.356 0.01 0.005 -0.076
Si 8.04 10.774 1.175 -0.031 0.011 -0.062
Si 10.893 13.401 1.177 -0.045 -0.002 -0.027
Si 13.611 16.178 1.276 -0.029 0.002 -0.037
Si 16.279 2.647 1.249 0.014 -0.017 -0.062
Si 13.654 5.469 1.296 -0.006 0.035 -0.026
Si 16.338 8.268 1.282 0.02 -0.011 -0.043
Si 13.589 10.75 1.494 -0.016 -0.014 -0.042
Si 16.237 13.657 1.732 0.022 0.01 -0.047
Si 1.315 1.337 2.704 0.007 0.011 0.022
Si 4.144 4.073 2.87 0.005 -0.024 0.034
Si 1.334 6.858 2.694 -0.004 0.009 0.013
Si 3.963 9.578 2.752 -0.009 0.004 0.017
Si 1.418 12.315 2.873 -0.012 -0.01 0.045
Si 4.055 14.981 2.665 -0.02 0.015 -0.006
Si 6.827 1.37 2.601 0.011 0.008 0.013
Si 9.436 4.148 2.76 -0.021 0.02 0.021
Si 6.844 6.863 2.751 0.002 -0.014 0.016
Si 9.488 9.512 2.605 -0.007 0.015 -0.005
Si 6.826 12.157 2.714 0.027 -0.031 0.025
Si 9.601 14.908 2.575 0.011 -0.014 -0.006
Si 12.3 1.283 2.692 0.047 -0.008 0.047
Si 14.969 4.048 2.635 0.018 -0.007 0.005
Si 12.3 6.791 2.735 0.001 -0.004 0.038
Si 15.001 9.462 2.815 0.023 0.014 0.036
Si 12.15 12.137 2.723 0.007 0.009 0.029
Si 14.84 15.021 2.918 -0.032 0.016 0.049
Si 16.308 16.354 4.157 0.033 0.005 -0.001
Si 2.696 2.691 4.097 -0.02 0.009 -0.029
Si 16.307 5.435 4.024 -0.011 0.005 -0.021
Si 2.673 8.176 4.112 0.004 0.01 -0.006
Si 16.341 10.886 4.133 -0.016 -0.01 -0.015
Si 2.779 13.669 4.159 0.007 0.02 0.019
Si 5.452 16.341 3.994 0.011 0.002 -0.007
Si 8.123 2.715 4.061 -0.018 0 0.001
Si 5.51 5.472 4.135 0.005 0 -0.007
Si 8.198 8.196 4.085 -0.001 0.014 0.015
Si 5.41 10.882 4.092 0.001 0.008 -0.012
Si 8.216 13.573 3.997 0.011 -0.022 -0.032
Si 10.889 16.269 4.028 -0.014 -0.003 -0.004
Si 13.633 2.693 4.04 -0.012 -0.022 -0.005
Si 10.876 5.466 4.079 0.004 0.011 -0.013
Si 13.624 8.119 4.145 -0.01 -0.002 0.001
Si 10.809 10.823 4.078 0.01 -0.036 0.018
Si 13.48 13.555 4.117 -0.01 0.014 0
Si 17.655 14.942 16.355 -0.002 -0.021 0.001
Si 4.048 17.683 16.286 0 -0.009 -0.005
Si 17.662 4.063 16.315 0.017 -0.026 -0.011
Si 4.06 6.806 16.313 0.002 0.005 -0.006
Si 17.657 9.502 16.344 -0.009 -0.005 -0.007
Si 4.055 12.242 16.315 -0.003 -0.003 -0.004
Si 6.767 14.953 16.245 -0.003 0.008 -0.008
Si 9.543 17.686 16.32 0.016 0.008 -0.005
Si 6.797 4.084 16.296 0.007 -0.007 -0.008
Si 9.576 6.837 16.304 0.013 0.009 0
Si 6.805 9.54 16.27 -0.007 0.003 -0.013
Si 9.518 12.19 16.262 -0.004 0.006 -0.014
Si 12.258 14.942 16.323 -0.018 0.011 -0.006
Si 14.996 17.692 16.322 0.005 0.004 -0.011
Si 12.277 4.1 16.343 0.003 0.005 -0.001
Si 14.959 6.791 16.364 -0.004 -0.007 -0.002
Si 12.254 9.513 16.357 -0.012 0.008 0.004
Si 14.955 12.239 16.387 0.004 -0.002 -0.004
Si 19.027 16.325 17.665 -0.013 0.011 0.011
Si 5.407 2.722 17.635 -0.006 -0.002 0.002
Si 19.018 5.419 17.656 -0.02 0.005 -0.011
Si 5.42 8.221 17.612 0.013 -0.004 0.004
Si 18.982 10.907 17.679 0.007 0.013 0
Si 5.458 13.587 17.638 0.013 0.008 0.018
Si 8.088 16.337 17.587 0.002 -0.004 -0.017
Si 10.941 2.715 17.679 -0.019 -0.029 0.013
Si 8.192 5.471 17.588 -0.03 -0.013 0.004
Si 10.916 8.164 17.751 -0.002 -0.008 0.015
Si 8.187 10.843 17.659 -0.012 0.005 0.007
Si 10.857 13.545 17.606 0.006 -0.009 0.009
Si 13.682 16.282 17.651 0.006 -0.002 -0.025
Si 16.304 2.751 17.731 -0.012 -0.002 0.017
Si 13.622 5.439 17.766 0.02 -0.022 0.006
Si 16.323 8.129 17.736 0.012 0.018 0.014
Si 13.601 10.861 17.745 0.011 0.008 0.024
Si 16.307 13.597 17.779 0.007 0.02 -0.007
Si 17.666 17.681 19.042 0.006 -0.021 -0.035
Si 4.095 4.111 19.002 0.01 -0.004 -0.003
Si 17.651 6.695 19.077 -0.029 -0.02 -0.004
Si 4.022 9.542 18.987 0.002 0.005 -0.019
Si 17.654 12.215 19.14 -0.001 -0.014 -0.018
Si 4.111 14.968 18.975 -0.008 -0.001 -0.046
Si 6.744 17.679 18.987 0.006 -0.011 -0.033
Si 9.524 4.104 18.949 0.029 0.016 -0.027
Si 6.856 6.895 18.888 0.032 0.015 -0.043
Si 9.536 9.532 19.097 -0.008 0.008 -0.017
Si 6.806 12.188 18.987 0.007 0.003 -0.03
Si 9.397 14.887 18.844 -0.03 -0.003 -0.039
Si 12.381 17.653 18.982 -0.001 0.06 -0.024
Si 14.979 4.105 19.186 0.006 -0.014 -0.008
Si 12.286 6.812 19.145 -0.017 0.015 -0.007
Si 14.993 9.502 19.118 -0.027 -0.007 -0.012
Si 12.193 12.247 19.049 -0.005 -0.014 -0.037
Si 14.957 14.976 19.154 0.007 -0.002 -0.007
Si 16.352 16.341 20.517 0.03 0.015 0.068
Si 19.042 2.764 20.343 -0.021 0 0.04
Si 16.333 5.447 20.649 0.006 -0.007 0.041
Si 19.043 8.09 20.305 0.022 0.009 0.016
Si 16.317 10.85 20.561 0.003 0.03 0.065
Si 19.108 13.608 20.357 0.007 0.006 0.076
Si 5.434 16.318 20.39 0.009 0.004 0.062
Si 8.084 2.78 20.259 -0.064 0.001 0.048
Si 5.498 5.568 20.2 -0.006 0.003 0.057
Si 8.157 8.157 20.406 -0.013 -0.019 0.068
Si 5.406 10.869 20.34 0.009 0.022 0.045
Si 8.125 13.575 20.344 -0.016 -0.007 0.045
Si 10.852 16.228 20.006 -0.016 -0.02 0.008
Si 13.684 2.642 20.519 0.001 -0.028 0.05
Si 10.862 5.424 20.392 -0.017 0.006 0.064
Si 13.664 8.147 20.549 0.009 0.014 0.062
Si 10.856 10.909 20.48 0.008 0.01 0.054
Si 13.502 13.628 20.449 -0.017 0.012 0.051
Si 18.075 15.232 21.668 -0.229 -0.103 -0.799
Si 3.864 17.543 21.642 0.273 0.1 -0.791
Si 17.612 3.844 21.858 0.047 0.246 -0.724
Si 4.377 7.058 21.604 -0.144 -0.087 -0.788
Si 17.559 9.162 21.729 0.009 0.227 -0.659
Si 4.333 12.456 21.698 -0.149 -0.146 -0.782
Si 6.536 14.672 21.672 0.13 0.179 -0.776
Si 9.68 17.757 21.242 -0.266 -0.059 -0.706
Si 7.016 4.454 21.531 0.015 -0.154 -0.7
Si 9.293 6.555 21.723 0.12 0.189 -0.758
Si 6.531 9.312 21.661 0.219 0.091 -0.725
Si 9.652 12.498 21.768 -0.121 -0.233 -0.676
Si 11.777 14.793 21.576 0.169 -0.046 -0.689
Si 15.345 17.937 21.951 -0.255 -0.126 -0.746
Si 11.891 3.699 21.596 0.346 0.296 -0.681
Si 15.217 7.075 22.037 -0.176 -0.228 -0.737
Si 12.459 9.748 21.764 -0.209 -0.119 -0.794
Si 14.605 12.031 21.758 0.198 0.086 -0.769
Si 15.015 17.959 29.82 0.079 0.034 0.104
Si 16.199 12.31 24.201 -0.07 0.09 -0.082
Si 13.623 5.729 31.569 -0.05 0.034 0.121
Si 6.707 15.749 29.282 0.063 0.046 -0.059
Si 17.777 14.635 24.695 0.139 0.084 -0.122
Si 15.456 14.871 30.271 -0.064 0.066 0.253
Si 7.894 16.682 23.419 -0.068 -0.079 -0.081
Si 12.305 2.746 28.735 -0.051 0.089 -0.077
Si 17.487 7.085 25.925 -0.077 -0.057 0.008
Si 15.113 10.165 30.53 0.005 0.056 0.073
Si 20.226 15.251 26.421 -0.024 -0.026 0.017
Si 10.457 16.883 28.218 0.084 0.022 0.211
Si 18.663 17.162 27.861 0.036 0.006 -0.093
Si 18.813 9.645 26.332 -0.002 0.025 0.025
Si 5.248 7.118 29.706 -0.008 -0.058 -0.009
Si 16.113 16.178 26.54 0.024 -0.039 -0.024
Si 13.858 8.846 26.997 -0.001 -0.075 0
Si 14.212 17.519 24.869 0.061 -0.04 -0.145
Si 9.293 12.048 28.538 -0.026 -0.038 0.12
Si 14.087 14.002 27.767 0.089 0.11 0.017
Si 12.04 3.039 24.469 -0.088 -0.133 -0.168
Si 6.378 9.026 31.505 -0.065 0.027 0.176
Si 8.252 16.633 31.57 0.015 0.052 0.06
Si 14.813 7.332 29.41 0.09 0.031 0.009
Si 8.359 11.391 31.464 0.016 0.035 0.156
Si 5.755 2.568 23.521 -0.032 0.014 -0.07
Si 10.568 8.444 23.891 -0.038 -0.048 -0.173
Si 10.376 7.375 26.691 -0.103 0.062 -0.035
Si 11.708 16.359 24.221 -0.064 0.035 -0.014
Si 19.338 5.426 23.987 0.031 -0.124 -0.093
Si 5.488 4.365 25.705 0.039 0.151 -0.046
Si 17.005 18.988 31.647 -0.053 0.053 0.042
Si 11.499 3.412 31.467 -0.076 0.014 0.091
Si 5.273 8.684 27.035 0.128 0.024 0.128
Si 18.124 13.39 30.584 -0.178 -0.074 0.221
Si 7.965 18.358 29.31 -0.09 0.039 0.079
Si 17.272 3.195 28.773 0.012 -0.026 0.128
Si 14.484 6.731 25.122 0.04 -0.029 -0.202
Si 6.875 11.374 26.701 -0.011 -0.24 -0.138
Si 6.48 4.715 28.48 -0.011 -0.101 -0.038
Si 12.459 11.6 30.393 -0.092 -0.034 0.096
Si 6.668 14.272 26.537 -0.019 0.068 -0.09
Si 15.332 11.43 26.81 -0.017 0.026 -0.045
Si 11.321 14.161 28.768 0.038 -0.051 0.143
Si 8.277 10.662 23.897 -0.019 0.092 -0.163
Si 19.402 5.988 31.264 -0.009 -0.16 0.188
Si 17.518 11.081 28.72 -0.067 -0.074 0.002
Si 12.251 4.947 26.583 0.027 0.049 -0.062
Si 11.213 9.785 28.27 0.044 -0.1 0.271
Si 20.095 15.204 29.391 -0.048 -0.031 -0.189
Si 7.378 6.525 26.377 -0.006 -0.076 -0.026
Si 9.204 15.581 25.64 -0.026 -0.002 -0.101
Si 17.565 6.067 28.703 0.02 0.027 0.156
Si 18.793 10.981 23.682 0.115 -0.144 -0.06
Si 1.362 14.985 5.484 0 0.01 0.019
Si 4.091 1.339 5.422 -0.005 0.003 -0.007
Si 1.35 4.093 5.422 0 -0.002 0
Si 4.083 6.819 5.438 -0.009 -0.009 0.005
Si 1.349 9.521 5.498 0.005 0.005 0.005
Si 4.114 12.266 5.479 -0.004 -0.017 0.007
Si 6.822 14.95 5.349 -0.01 0.003 -0.008
Si 9.519 1.338 5.375 0.006 -0.011 -0.002
Si 6.818 4.072 5.475 0.016 0.023 0.005
Si 9.542 6.827 5.452 0.005 -0.004 0.016
Si 6.79 9.524 5.436 0 -0.002 0.004
Si 9.508 12.231 5.438 -0.003 0.016 0.005
Si 12.184 14.942 5.475 -0.001 -0.016 0.001
Si 14.966 1.403 5.485 -0.011 -0.012 0.013
Si 12.234 4.05 5.394 0.013 0.001 -0.008
Si 14.969 6.746 5.466 0.009 -0.002 0.004
Si 12.22 9.498 5.438 -0.006 0.006 0.019
Si 14.927 12.238 5.442 0.008 0.009 0.01
Si 2.738 16.33 6.823 -0.003 -0.003 -0.002
Si 5.428 2.715 6.798 0.003 0.012 -0.004
Si 2.721 5.445 6.786 0.002 0.002 -0.001
Si 5.442 8.165 6.807 0.01 -0.003 0
Si 2.73 10.893 6.817 0 0.008 0.003
Si 5.485 13.627 6.796 -0.002 -0.012 0
Si 8.157 16.309 6.75 0.005 0.008 -0.012
Si 10.876 2.694 6.759 -0.009 -0.006 0.004
Si 8.187 5.443 6.804 0 -0.018 0.006
Si 10.885 8.162 6.832 0.006 -0.01 -0.001
Si 8.141 10.887 6.802 -0.004 0.008 0
Si 10.847 13.583 6.829 0.004 0.008 0.01
Si 13.587 16.318 6.792 0.004 -0.005 -0.004
Si 16.326 2.756 6.827 -0.004 0.003 0.005
Si 13.585 5.398 6.798 0.007 -0.002 0
Si 16.312 8.136 6.824 -0.003 -0.005 0.004
Si 13.58 10.869 6.801 -0.02 0.002 -0.012
Si 16.302 13.599 6.798 0.001 0.006 0.005
Si 17.689 1.376 8.168 0.019 0.011 0.004
Si 4.074 4.082 8.155 -0.008 -0.009 0.005
Si 17.689 6.793 8.171 -0.001 -0.004 -0.002
Si 4.086 9.527 8.171 0.004 0.006 -0.005
Si 17.669 12.243 8.159 0 -0.01 -0.002
Si 4.099 14.961 8.163 0.001 0.011 0
Si 6.807 1.351 8.134 -0.009 -0.016 -0.008
Si 9.539 4.064 8.145 0.007 0.018 -0.001
Si 6.805 6.795 8.157 -0.002 -0.003 -0.009
Si 9.511 9.528 8.164 0.007 0.004 -0.008
Si 6.806 12.252 8.174 0.011 0.008 0.002
Si 9.494 14.964 8.16 -0.013 -0.023 0.004
Si 12.228 1.354 8.151 0.001 0.002 -0.005
Si 14.951 4.082 8.187 -0.003 -0.005 0.002
Si 12.245 6.781 8.163 -0.011 -0.004 0
Si 14.945 9.508 8.161 -0.01 -0.008 -0.003
Si 12.233 12.234 8.17 0.004 0.011 0.001
Si 14.949 14.964 8.156 0.006 0.004 0.002
Si 16.316 16.324 9.511 -0.007 -0.011 -0.007
Si 2.723 2.731 9.53 -0.004 0.009 0.004
Si 16.32 5.445 9.532 -0.005 0.008 0.002
Si 2.723 8.162 9.526 0.007 -0.002 -0.004
Si 16.313 10.874 9.516 0.007 0.007 -0.006
Si 2.719 13.601 9.51 0.001 -0.007 -0.002
Si 5.453 16.327 9.517 0.004 0.002 0
Si 8.165 2.712 9.502 0.002 0.001 -0.006
Si 5.441 5.438 9.515 0.003 0.001 0
Si 8.159 8.158 9.52 -0.005 -0.001 -0.005
Si 5.439 10.888 9.527 -0.004 0.003 0.001
Si 8.159 13.606 9.537 -0.009 0.008 0.009
Si 10.872 16.317 9.517 -0.001 0 -0.004
Si 13.59 2.707 9.524 0.003 -0.004 0.003
Si 10.886 5.421 9.519 0.007 -0.017 0.003
Si 13.598 8.147 9.523 0 -0.004 0.001
Si 10.876 10.878 9.529 -0.005 0.003 0.001
Si 13.598 13.599 9.522 -0.001 -0.003 -0.003
Si 17.672 14.957 10.867 0.011 0.014 -0.006
Si 4.09 1.366 10.875 0.004 -0.011 -0.003
Si 17.675 4.081 10.888 0.003 -0.009 0.003
Si 4.083 6.8 10.882 0.003 -0.003 0.002
Si 17.673 9.519 10.882 -0.007 -0.004 0.004
Si 4.066 12.24 10.879 -0.003 -0.004 0.003
Si 6.797 14.967 10.888 -0.009 -0.006 -0.003
Si 9.521 1.362 10.881 -0.004 0 -0.001
Si 6.807 4.076 10.868 -0.005 -0.006 0.002
Si 9.523 6.789 10.871 0.005 0.001 -0.01
Si 6.8 9.52 10.879 0.004 0.001 -0.003
Si 9.526 12.245 10.888 0.002 0.012 0
Si 12.239 14.96 10.881 0.001 -0.007 0.005
Si 14.954 1.352 10.882 0 0.005 0.003
Si 12.244 4.073 10.889 -0.005 0.009 -0.001
Si 14.965 6.806 10.89 0.007 0.003 0.004
Si 12.24 9.512 10.878 -0.01 -0.003 -0.005
Si 14.959 12.236 10.881 -0.005 0.001 0
Si 2.713 16.321 12.213 -0.002 -0.003 -0.004
Si 5.446 2.726 12.238 -0.003 -0.001 0.001
Si 2.713 5.448 12.242 -0.004 0.001 0.001
Si 5.442 8.161 12.243 0.001 0.004 0.001
Si 2.707 10.881 12.244 0.005 0.006 -0.003
Si 5.423 13.607 12.23 0.003 0.014 0.003
Si 8.166 16.321 12.244 -0.007 -0.004 0.001
Si 10.883 2.718 12.25 0.007 0.002 -0.003
Si 8.165 5.435 12.237 0 -0.002 -0.005
Si 10.888 8.144 12.228 -0.009 -0.005 -0.001
Si 8.161 10.88 12.233 0.003 0.002 0.006
Si 10.893 13.595 12.249 -0.004 -0.002 -0.002
Si 13.6 16.315 12.25 0 0 -0.005
Si 16.312 2.717 12.24 0.001 -0.007 0.003
Si 13.61 5.437 12.24 0 -0.003 0.004
Si 16.315 8.167 12.255 -0.001 -0.002 0.005
Si 13.603 10.869 12.24 -0.004 -0.005 0.004
Si 16.319 13.597 12.242 0.005 -0.004 0.001
Si 17.677 1.348 13.581 0.013 -0.008 -0.009
Si 4.073 4.084 13.591 0 -0.004 0.003
Si 17.67 6.802 13.609 0.003 0.003 0.004
Si 4.073 9.521 13.597 0.001 -0.007 0.006
Si 17.663 12.231 13.615 0.006 0 0.011
Si 4.047 14.958 13.582 -0.009 0.009 -0.007
Si 6.806 1.364 13.597 0.003 -0.005 0.007
Si 9.535 4.092 13.608 -0.005 -0.004 0
Si 6.805 6.796 13.598 0.006 -0.004 0.004
Si 9.53 9.509 13.574 0.006 -0.001 -0.005
Si 6.789 12.247 13.575 -0.018 0.005 0
Si 9.533 14.959 13.6 0.011 -0.006 -0.002
Si 12.247 1.362 13.613 -0.012 0.003 -0.001
Si 14.963 4.079 13.606 0.006 -0.001 0.004
Si 12.26 6.803 13.597 -0.003 -0.001 0
Si 14.953 9.521 13.624 -0.003 0.006 0.002
Si 12.255 12.227 13.606 -0.003 0 -0.003
Si 14.963 14.954 13.612 -0.009 0.006 0.01
Si 16.335 16.316 14.964 0.005 0.015 -0.002
Si 2.697 2.721 14.935 -0.016 -0.01 -0.013
Si 16.309 5.443 14.975 0.001 -0.001 0.002
Si 2.706 8.169 14.961 0.002 0.001 0.006
Si 16.301 10.88 14.997 0 -0.001 0.007
Si 2.695 13.604 14.965 0.004 0.009 0.002
Si 5.406 16.324 14.919 -0.001 -0.007 -0.004
Si 8.175 2.724 14.956 -0.002 -0.007 0.005
Si 5.427 5.444 14.952 -0.008 -0.003 0.003
Si 8.179 8.164 14.942 -0.001 0.002 0.004
Si 5.428 10.9 14.94 0.013 0.011 -0.001
Si 8.161 13.588 14.931 0.001 0 -0.007
Si 10.895 16.312 14.968 0.001 0.005 -0.009
Si 13.613 2.723 14.974 -0.003 0 -0.002
Si 10.918 5.45 14.962 0.002 0.001 0
Si 13.604 8.149 14.989 -0.002 -0.004 0.002
Si 10.901 10.84 14.943 -0.008 -0.003 -0.004
Si 13.615 13.579 14.975 -0.003 -0.012 0.009
O 20.145 6.306 22.918 -0.105 -0.117 0.257
O 16.386 7.006 29.277 0.044 0.471 0.331
O 8.16 5.447 22.167 0.118 -0.209 0.201
O 5.463 15.215 25.953 0.021 0.351 -0.188
O 21.275 9.581 32.057 -0.188 -0.16 -0.196
O 16.416 8.159 22.36 0.091 0.066 0.33
O 7.103 16.947 32.655 -0.255 -0.536 0.208
O 15.191 14.778 31.865 0.124 -0.429 -0.118
O 9.152 11.872 30.147 0.06 0.046 0.183
O 6.059 3.953 22.752 -0.245 0.347 0.207
O 13.529 10.891 22.252 0.122 -0.133 0.15
O 10.195 4.091 32.127 -0.239 -0.119 -0.419
O 9.393 10.678 32.481 0.043 0.199 -0.082
O 15.252 10.401 32.125 -0.149 0.615 -0.086
O 5.455 13.55 22.183 0.014 -0.044 0.4
O 18.686 5.758 29.826 0.012 -0.105 -0.336
O 19.272 14.548 25.312 0.131 -0.195 -0.277
O 8.482 5.872 33.03 -0.002 -0.066 -0.411
O 13.488 5.61 25.753 0.024 -0.307 -0.055
O 18.456 4.318 23.182 0.173 0.067 0.385
O 16.679 8.441 33.088 0.014 -0.003 -0.316
O 7.077 10.05 23.004 -0.347 0.021 0.313
O 18.353 12.111 29.628 0.583 -0.153 -0.028
O 11.911 13.009 29.778 -0.02 0.186 0.249
O 15.54 11.254 25.216 -0.178 -0.612 -0.222
O 8.896 6.995 26.138 -0.104 -0.01 -0.133
O 5.452 4.209 27.323 -0.455 -0.335 0.166
O 16.483 2.743 22.327 -0.007 -0.064 0.229
O 14.074 6.061 30.067 -0.303 -0.225 -0.354
O 20.389 4.822 25.065 -0.069 0.084 0.245
O 16.521 10.318 29.75 0.282 -0.423 -0.113
O 12.182 3.999 23.169 0.024 0.474 0.469
O 14.013 11.251 30.033 0.292 0.3 -0.348
O 13.824 16.663 32.993 0.005 0.023 -0.319
O 7.452 5.836 27.84 0.452 0.317 0.227
O 11.83 9.056 23.096 0.094 0.045 0.383
O 14.606 6.602 23.493 -0.268 -0.433 0.186
O 17.651 3.348 30.343 0.535 0.507 -0.039
O 6.974 8.065 32.635 0.095 0.177 -0.132
O 10.742 13.66 22.172 -0.071 0.108 0.235
O 16.985 4.65 28.187 -0.386 -0.092 -0.541
O 11.078 13.946 32.977 -0.134 0.012 -0.477
O 18.313 6.379 24.757 -0.172 -0.08 -0.135
O 21.111 7.807 28.319 -0.225 -0.267 -0.044
O 8.127 14.369 25.8 0.056 -0.675 -0.149
O 16.823 3.68 32.885 0.447 0.146 -0.081
O 19.786 16.284 33.105 -0.162 0.134 -0.256
O 17.609 8.696 25.803 -0.294 0.245 -0.247
O 6.818 17.308 28.833 -0.5 0.177 -0.327
O 12.512 14.406 27.679 -0.057 0.332 -0.489
O 20.155 4.725 31.995 -0.026 -0.258 -0.424
O 12.18 15.816 22.774 0.383 0.254 -0.097
O 6.088 12.763 26.399 -0.372 0.139 -0.037
O 18.445 18.758 27.956 0.388 0.284 -0.115
O 20.221 8.858 26.207 0.016 -0.177 -0.23
O 11.239 3.178 29.891 -0.704 -0.035 -0.143
O 11.386 3.968 25.61 -0.372 -0.027 0.275
O 11.062 8.014 25.364 0.486 0.162 0.119
O 14.935 5.486 32.47 0.247 0.351 -0.154
O 9.21 16.861 22.518 0.276 -0.384 0.055
O 8.918 11.953 23.135 -0.019 0.368 0.19
O 9.314 17.981 28.529 0.209 0.418 -0.436
O 11.112 8.685 33.073 0.004 0.028 -0.44
O 4.362 18.247 23.036 -0.374 0.187 0.326
O 15.096 15.01 27 0.019 -0.139 -0.064
O 7.198 15.273 23.042 0.187 -0.126 0.312
O 5.908 10.176 27.221 -0.189 0.094 0.104
O 20.108 14.531 27.891 0.219 -0.382 0.027
O 19.267 16.592 29.252 -0.148 0.446 0.568
O 11.254 17.943 24.24 -0.583 0.166 -0.166
O 15.923 18.648 28.686 -0.18 -0.169 -0.621
O 13.081 16.363 25.092 0.224 -0.54 0.555
O 5.702 19.274 32.935 0.055 -0.219 -0.182
O 21.933 14.246 33.106 0.1 0.121 -0.22
O 18.52 10.126 27.861 0.197 -0.223 0.508
O 7.578 12.642 32.142 0.235 0.246 -0.211
O 19.11 16.416 22.108 0.08 -0.087 0.519
O 16.645 11.892 27.627 0.244 0.439 -0.074
O 17.407 11.721 23.317 -0.165 0.216 -0.52
O 6.71 5.415 25.382 0.042 -0.161 -0.604
O 6.957 14.73 28.067 0.509 -0.226 0.162
O 15.519 18.456 31.28 -0.268 -0.232 0.492
O 8.408 18.087 30.855 0.16 0.437 0.276
O 17.777 12.99 32.113 -0.227 0.065 -0.246
O 13.545 2.663 24.929 0.477 0.368 0.279
O 8.307 16.753 24.967 -0.098 0.36 0.269
O 6.411 7.818 26.285 0.089 0.278 -0.38
O 9.831 16.045 27.017 0.141 -0.04 0.151
O 17.727 14.55 23.095 -0.139 -0.532 0.155
O 6.909 17.881 23.073 0.004 0.056 -0.178
O 10.254 10.981 27.797 -0.034 -0.106 -0.378
O 20.037 11.792 23.06 0.257 0.127 0.431
O 12.772 6.972 32.123 -0.007 0.135 -0.493
O 7.794 15.539 30.464 0.374 -0.544 -0.063
O 18.315 6.568 32.29 -0.103 -0.222 -0.303
O 9.965 7.177 23.073 -0.024 -0.205 0.453
O 19.488 14.236 30.514 0.235 0.023 0.324
O 7.378 3.523 29.095 0.184 0.093 0.343
O 19.434 11.194 32.981 -0.006 -0.096 -0.514
O 7.696 10.981 25.363 0.242 0.238 0.137
O 11.902 18.367 32.241 -0.41 -0.442 -0.185
O 18.602 9.552 22.946 0.203 -0.234 0.054
O 13.936 8.219 25.509 -0.199 0.269 -0.185
O 6.408 8.113 30.184 0.519 0.188 -0.635
O 17.223 16.438 27.673 -0.24 -0.207 0.437
O 11.718 17.837 27.847 0.135 0.002 -0.482
O 14.851 17.327 23.381 -0.102 -0.236 0.035
O 11.658 10.28 29.783 -0.135 -0.252 0.383
O 11.244 6.086 27.13 -0.127 -0.205 0.286
O 12.497 9.646 27.305 -0.042 0.27 -0.51
O 10.748 2.552 21.717 -0.143 0.094 0.086
O 12.732 4.014 27.829 0.247 -0.02 -0.026
O 16.954 14.344 30.019 0.121 0.1 -0.458
O 10.918 15.69 29.267 0.221 0.114 0.647
O 20.487 7.133 30.91 0.018 0.502 0.352
O 9.561 16.035 32.281 0.362 0.335 -0.589
O 12.367 11.82 32.009 -0.031 -0.326 -0.11
O 15.111 12.803 23.116 0.013 0.655 0.088
O 14.19 12.528 27.104 -0.221 -0.232 -0.065
O 15.005 9.931 27.306 0.333 -0.22 0.08
O 16.845 13.411 25.178 0.001 -0.008 0.748
O 18.009 17.803 32.045 0.238 -0.14 -0.46
O 12.76 4.392 31.636 0.39 -0.128 0.146
O 18.154 6.747 27.367 0.707 0.349 0.107
O 5.645 5.544 29.591 -0.241 -0.421 0.427
O 5.435 8.191 22.139 0.105 -0.016 0.436
O 9.937 13.502 28.221 -0.395 0.226 -0.193
O 14.611 8.644 30.324 -0.503 -0.034 0.445
O 18.928 10.883 25.286 -0.072 0.649 0.219
O 13.527 18.449 29.577 -0.062 -0.245 -0.021
O 10.523 15.362 24.713 0.046 -0.507 -0.113
O 14.084 7.593 27.996 0.02 -0.496 -0.338
O 15.19 16.373 29.76 -0.111 0 -0.394
O 5.791 2.895 25.093 0.099 -0.383 0.624
O 16.98 15.926 25.197 -0.032 0.332 -0.311
O 19.683 16.775 26.653 0.049 0.587 -0.26
O 7.263 10.288 31.092 -0.198 -0.02 -0.241
O 10.394 8.389 27.983 -0.47 -0.199 0.361
O 15.955 6.588 25.797 -0.098 -0.059 0.312
O 14.492 13.969 29.344 -0.102 -0.274 0.222
O 5.257 15.508 29.904 0.033 -0.229 0.421
O 7.846 11.794 27.913 -0.205 0.202 0.253
O 9.432 9.562 24.036 0.034 0.053 0.384
O 15.233 17.459 26.108 0.019 0.358 0.419

Results
total energy: -101652.864 eV
total energy less fixed offsets of O -438.35, Si -107.03 eV per atom: 0.336 eV
